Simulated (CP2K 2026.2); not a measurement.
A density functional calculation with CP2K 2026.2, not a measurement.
Periodic cell of 552 atoms, Si316O236, from a study of silicon, its oxide and their interface. The atomic structure is a simulated model.
Doubt: the forces sum to 3.09 eV/angstrom along one axis rather than to zero, so they err by at least 0.0056 eV/angstrom per atom on average; the grid cutoff is modest.

Settings: functional PBE; method Gaussian and plane waves; basis set DZVP-MOLOPT-SR-GTH; pseudopotentials GTH-PBE; grid cutoff 350 Ry, relative cutoff 50 Ry; k points Gamma only; occupations fixed; spin none; net charge 0.

Cell vectors (angstrom)
a	16.3305	0	0
b	0	16.3305	0
c	0	0	34.8199

Atoms and the computed forces on them: element, x, y, z (angstrom), force x, y, z (eV/angstrom)
Si	0.16	0.019	0.45	0.003	0.012	0.492
Si	2.524	2.964	34.816	0.258	-0.029	0.742
Si	0.21	5.035	0.152	0.02	0.131	0.662
Si	3.098	7.832	0.04	-0.19	0.153	0.771
Si	16.032	11.324	34.779	0.156	-0.242	0.8
Si	2.274	14.09	0.124	0.078	-0.009	0.747
Si	5.673	16.049	0.196	-0.024	0.192	0.785
Si	8.551	2.418	0.12	-0.134	0.149	0.827
Si	5.523	5.756	34.664	0.18	-0.314	0.66
Si	8.103	8.678	34.794	0.19	-0.288	0.673
Si	5.647	10.641	0.186	-0.043	0.202	0.802
Si	7.933	13.878	0.032	0.24	-0.17	0.843
Si	10.87	0.309	0.104	0.081	-0.339	0.804
Si	14.384	2.264	34.808	-0.31	0.155	0.728
Si	11.302	5.357	0.012	0.006	-0.093	0.768
Si	13.057	8.581	34.513	0.479	-0.238	0.681
Si	11.158	11.132	0.069	-0.274	0.103	0.667
Si	13.961	13.678	0.163	-0.2	0.073	0.741
Si	1.525	1.486	1.565	0.049	0.082	-0.037
Si	4.248	4.128	1.143	-0.009	0.022	-0.051
Si	1.402	6.746	1.246	0.002	-0.016	-0.063
Si	4.102	9.452	1.436	0.005	-0.029	-0.053
Si	1.298	12.343	1.375	0.01	-0.017	-0.082
Si	4.035	14.974	1.458	0.015	0.003	-0.07
Si	6.893	1.339	1.401	0.02	-0.011	-0.069
Si	9.8	4.02	1.314	-0.009	0.01	-0.04
Si	7.054	6.891	1.213	-0.012	0.033	-0.018
Si	9.6	9.815	1.345	0.058	0.01	-0.03
Si	6.799	12.301	1.387	-0.024	0.015	-0.05
Si	9.619	14.99	1.292	-0.051	0.005	-0.059
Si	12.512	1.409	1.319	0.017	0.041	0.014
Si	15.124	3.897	1.568	-0.026	0.015	-0.031
Si	12.261	6.991	1.312	0.056	0.033	-0.053
Si	14.916	9.536	1.028	-0.031	0.014	-0.089
Si	12.39	12.478	1.452	0.035	-0.002	-0.023
Si	15.089	15.002	1.678	0.014	-0.006	-0.036
Si	0.11	2.677	2.994	0.02	-0.006	0.041
Si	2.828	0.059	2.857	-0.015	-0.002	0.044
Si	16.317	8.192	2.494	-0.027	0.006	-0.012
Si	2.823	5.417	2.624	-0.003	-0.043	0.024
Si	0.062	13.571	2.931	0.029	-0.007	0.053
Si	2.702	10.907	2.659	-0.003	0.009	0.007
Si	5.491	2.757	2.637	-0.012	-0.019	-0.014
Si	8.248	16.298	2.738	0.018	-0.026	0.058
Si	5.571	8.115	2.703	0.015	-0.024	0.032
Si	8.335	5.443	2.579	0	0.002	-0.013
Si	5.392	13.578	2.764	0.027	-0.015	0.06
Si	8.183	10.998	2.772	0	0.018	0.032
Si	11.09	2.703	2.736	-0.013	-0.041	0.032
Si	13.643	0.037	2.856	-0.02	-0.004	0.02
Si	10.874	8.294	2.687	-0.027	0.017	0.009
Si	13.663	5.487	2.621	-0.032	-0.04	0.006
Si	10.91	13.693	2.769	-0.029	0.024	-0.006
Si	13.679	10.886	2.628	0.035	0.008	0.047
Si	1.486	4.143	4.144	0.029	-0.001	-0.003
Si	4.182	1.441	4.129	0.008	0.029	0.014
Si	1.323	9.519	3.971	-0.011	0.021	-0.002
Si	4.143	6.775	4.036	0.001	0.025	-0.018
Si	1.426	15.006	4.182	-0.023	-0.024	-0.015
Si	4.057	12.207	4.098	-0.01	0.012	0.013
Si	6.883	4.123	3.964	0.016	-0.002	-0.01
Si	9.629	1.35	4.064	0.001	-0.008	-0.024
Si	6.844	9.539	4.073	-0.028	-0.007	0.014
Si	9.565	6.841	4.02	0.004	0.035	0.012
Si	6.817	14.962	4.078	0.012	0.01	-0.044
Si	9.56	12.312	4.12	-0.018	-0.009	0.013
Si	12.33	4.152	4.073	0.013	0.022	-0.008
Si	15.008	1.338	4.25	-0.006	0.012	0
Si	12.299	9.581	4.039	-0.016	0.024	-0.017
Si	15.032	6.837	3.975	0.003	0.004	-0.006
Si	12.251	15.014	4.167	0.022	-0.011	0.009
Si	14.976	12.179	4.14	-0.035	-0.025	-0.007
Si	0.032	16.299	5.563	0.004	-0.012	0.028
Si	2.778	2.74	5.499	-0.015	-0.031	0.007
Si	0.045	5.504	5.419	-0.023	-0.014	-0.014
Si	2.711	8.154	5.355	0.007	0.018	-0.007
Si	0.017	10.83	5.454	0.015	0.001	0.007
Si	2.754	13.599	5.488	0.013	-0.002	-0.002
Si	5.494	0.022	5.452	-0.007	-0.027	0.009
Si	8.208	2.735	5.359	-0.009	-0.002	-0.008
Si	5.486	5.413	5.399	-0.001	-0.021	0.003
Si	8.187	8.155	5.417	-0.005	-0.003	0.007
Si	5.427	10.851	5.435	0.006	0.007	0.014
Si	8.161	13.623	5.469	-0.011	-0.015	0
Si	10.908	0.03	5.521	-0.044	0.002	0.017
Si	13.644	2.785	5.493	-0.033	0.005	-0.02
Si	10.915	5.477	5.4	-0.004	-0.005	0
Si	13.651	8.173	5.374	0.003	-0.02	-0.018
Si	10.931	10.916	5.426	-0.006	-0.009	0.01
Si	13.617	13.588	5.468	-0.008	-0.003	0.008
Si	1.392	1.373	6.863	-0.004	0.02	0.002
Si	4.116	4.097	6.828	0.002	-0.019	-0.001
Si	1.354	6.854	6.811	0.005	-0.012	-0.01
Si	4.039	9.5	6.779	0.006	0.012	0.005
Si	1.355	12.233	6.803	0.002	0.018	-0.008
Si	4.095	14.999	6.815	0.008	0.003	-0.005
Si	6.843	1.394	6.781	0.011	0.016	-0.009
Si	9.531	4.101	6.743	0.003	0.024	-0.019
Si	6.804	6.789	6.772	-0.013	0.021	0.013
Si	9.553	9.532	6.749	0.014	0.007	0
Si	6.766	12.245	6.785	0.007	-0.007	-0.005
Si	9.526	14.97	6.83	0	0.003	0.007
Si	12.264	1.423	6.847	0.011	0.003	0.007
Si	15.028	4.128	6.818	0.015	0.015	0.005
Si	12.294	6.811	6.749	-0.012	0.015	-0.003
Si	14.983	9.489	6.815	0.011	0.02	0.002
Si	12.256	12.25	6.838	-0.004	0.006	-0.004
Si	14.977	14.928	6.865	0.01	0.002	-0.001
Si	0.003	2.724	8.203	0.018	-0.018	-0.008
Si	2.718	16.317	8.224	-0.005	-0.003	-0.012
Si	16.306	8.159	8.238	-0.003	0	0.011
Si	2.684	5.441	8.151	0	-0.007	-0.002
Si	0.026	13.58	8.213	-0.024	-0.029	0.004
Si	2.669	10.856	8.164	0.002	0.006	-0.011
Si	5.423	2.69	8.169	-0.01	0.006	0.009
Si	8.153	0.003	8.143	0.016	0.002	0.002
Si	5.402	8.123	8.127	-0.011	-0.026	0.001
Si	8.139	5.398	8.131	0.002	-0.03	0.004
Si	5.401	13.604	8.159	0.001	0.004	0
Si	8.147	10.872	8.096	-0.016	-0.005	-0.005
Si	10.862	2.779	8.168	-0.021	0.013	0.014
Si	13.615	0.015	8.175	0.002	-0.017	-0.005
Si	10.909	8.156	8.087	0.005	0.003	-0.006
Si	13.638	5.472	8.16	0.005	-0.01	-0.002
Si	10.885	13.604	8.191	-0.021	-0.009	0.009
Si	13.634	10.873	8.164	-0.017	0.006	-0.005
Si	1.324	4.097	9.565	-0.014	0.009	0
Si	4.049	1.358	9.587	0.013	0.002	-0.004
Si	1.316	9.544	9.598	-0.001	0.034	0.01
Si	4.017	6.788	9.514	0.012	0.027	-0.007
Si	1.347	14.964	9.609	0	0.001	0.012
Si	3.989	12.255	9.502	0	0.026	-0.021
Si	6.749	4.044	9.522	0.018	-0.001	-0.004
Si	9.497	1.367	9.482	-0.029	-0.007	-0.002
Si	6.781	9.505	9.443	-0.005	0.016	-0.013
Si	9.529	6.787	9.414	0.009	0.003	-0.008
Si	6.752	14.986	9.483	-0.006	0.014	-0.008
Si	9.467	12.228	9.487	0.014	-0.008	-0.018
Si	12.259	4.128	9.513	-0.016	0.013	-0.001
Si	14.977	1.338	9.568	0.001	0.009	-0.004
Si	12.256	9.488	9.473	0	-0.013	-0.01
Si	14.931	6.798	9.617	0.015	0.003	0.018
Si	12.251	14.995	9.532	0.007	0.001	-0.012
Si	14.992	12.223	9.551	0.012	-0.007	-0.003
Si	16.309	16.318	11.002	0	-0.024	0.035
Si	2.656	2.731	10.94	-0.015	-0.026	-0.02
Si	16.269	5.401	10.981	0.009	-0.015	0.012
Si	2.677	8.144	10.908	0	-0.008	0.01
Si	16.267	10.88	11.014	-0.015	0.005	0.011
Si	2.652	13.556	10.985	0.042	-0.027	-0.015
Si	5.378	16.263	10.916	0.006	-0.016	0.01
Si	8.038	2.592	10.851	-0.028	0.008	0.044
Si	5.346	5.401	10.863	-0.019	-0.031	-0.022
Si	8.143	8.103	10.762	-0.008	-0.001	0.019
Si	5.383	10.876	10.751	0.015	-0.038	-0.035
Si	8.101	13.63	10.813	-0.018	0.003	0.027
Si	10.867	0.044	10.85	0.01	0.008	-0.004
Si	13.571	2.705	10.866	0	0.002	-0.026
Si	10.889	5.519	10.839	0.024	0.02	0.029
Si	13.529	8.172	10.964	-0.03	0.005	0.022
Si	10.839	10.807	10.763	-0.015	0.005	-0.007
Si	13.661	13.641	10.854	0.01	0.028	0.001
Si	1.309	1.403	12.367	-0.003	0.031	0.008
Si	3.999	4.08	12.307	0.023	0.037	0.004
Si	1.304	6.801	12.304	-0.008	0.012	-0.033
Si	4.102	9.533	12.172	0.014	0.007	-0.032
Si	1.26	12.255	12.418	-0.024	0.026	-0.001
Si	4.053	14.892	12.328	0.004	0.005	-0.014
Si	6.689	1.224	12.353	0.036	0.011	-0.051
Si	9.484	4.027	11.953	-0.013	-0.034	-0.056
Si	6.747	6.777	12.113	0.004	0.011	-0.029
Si	9.511	9.415	12.136	0.055	-0.033	-0.032
Si	6.678	12.256	12.094	-0.042	0.019	-0.031
Si	9.447	15.035	12.133	-0.009	0.004	-0.041
Si	12.223	1.372	12.252	-0.006	-0.016	0.019
Si	14.827	4.026	12.32	0.035	0.019	-0.007
Si	12.098	6.907	12.386	-0.054	0.026	-0.032
Si	14.859	9.523	12.369	0.025	-0.003	0.019
Si	12.217	12.224	11.992	-0.001	0.004	-0.037
Si	14.953	14.935	12.398	-0.005	-0.017	-0.028
Si	16.168	2.703	13.777	-0.009	-0.049	0.032
Si	2.704	16.296	13.653	-0.023	0	0.037
Si	16.182	8.079	13.713	-0.004	-0.038	0.054
Si	2.716	5.491	13.704	0.001	-0.01	0.014
Si	16.275	13.586	13.945	0.001	0.016	0.047
Si	2.673	10.791	13.579	0.013	-0.015	0.045
Si	5.277	2.654	13.674	-0.002	-0.045	0.068
Si	8.096	16.146	13.712	-0.056	0.012	0.049
Si	5.564	8.231	13.509	-0.007	0.04	-0.007
Si	8.076	5.272	13.268	0.029	0.001	0.024
Si	5.402	13.475	13.684	-0.007	0.018	0.065
Si	8.146	10.883	13.245	-0.008	0.02	0.016
Si	10.721	2.74	13.418	-0.013	0.001	0.079
Si	13.496	16.322	13.69	0.004	0.002	0.051
Si	10.636	8.228	13.865	0.047	-0.008	0.042
Si	13.386	5.393	13.64	-0.014	-0.012	0.04
Si	10.867	13.601	13.251	0.028	0.035	0.052
Si	13.377	10.962	13.546	0.01	-0.027	0.047
Si	1.004	4.394	14.931	0.06	-0.068	-0.768
Si	4.164	1.123	15.123	-0.175	0.227	-0.646
Si	1.583	9.162	14.861	-0.193	0.196	-0.687
Si	4.066	7.108	14.871	0.113	-0.262	-0.551
Si	1.139	15.327	15.139	0.089	-0.37	-0.737
Si	4.254	11.807	14.965	-0.292	0.44	-0.602
Si	7.027	3.743	14.71	-0.147	0.059	-0.789
Si	9.241	1.561	14.779	0.051	-0.234	-0.769
Si	6.796	9.846	14.786	0.178	-0.47	-0.583
Si	9.249	6.469	14.837	-0.016	0.241	-0.523
Si	7.212	14.277	14.985	-0.148	0.303	-0.773
Si	9.5	12.241	14.485	-0.012	-0.015	-0.614
Si	11.593	4.366	14.84	0.156	0.007	-0.787
Si	15.014	1.054	15.155	-0.125	0.26	-0.728
Si	11.684	10.123	15.004	0.019	-0.318	-0.75
Si	14.95	6.47	14.999	-0.074	0.202	-0.688
Si	12.195	14.686	14.783	0.012	0.273	-0.703
Si	14.414	12.493	15.009	0.32	-0.134	-0.788
Si	2.959	6.887	25.481	0.04	-0.012	0.095
Si	11.913	8.1	31.64	-0.058	0.084	0.374
Si	9.534	12.446	32.575	0.112	0.05	0.142
Si	13.503	10.874	17.338	-0.002	0.049	-0.239
Si	11.573	9.306	26.352	0.107	-0.019	0.131
Si	13.367	1.246	17.934	0.012	0.075	-0.308
Si	10.665	2.841	22.18	-0.005	0.047	-0.038
Si	4.294	1.411	32.794	-0.05	0.026	0.219
Si	7.321	12.434	19.674	-0.139	-0.057	-0.229
Si	10.668	16.234	16.982	-0.046	-0.018	-0.157
Si	2.908	16.195	17.413	0.014	0.107	-0.288
Si	0.415	11.324	31.762	0.057	-0.025	0.292
Si	6.88	5.188	19.452	-0.025	-0.164	-0.294
Si	14.912	8.905	22.113	-0.014	-0.031	-0.124
Si	16.151	14.543	22.012	-0.036	0.019	-0.159
Si	13.679	6.52	17.856	0.118	-0.066	-0.286
Si	3.964	10.708	17.714	-0.028	0.197	-0.255
Si	11.72	1.006	24.119	-0.03	-0.005	-0.062
Si	2.574	3.213	21.799	-0.167	0.041	-0.165
Si	6.849	9.694	30.261	-0.024	-0.148	0.157
Si	13.221	7.721	24.447	-0.05	0.117	-0.043
Si	12.407	14.686	25.527	-0.047	0.14	-0.008
Si	5.205	15.957	23.244	0.165	-0.135	-0.015
Si	4.513	14.002	28.576	-0.03	0.123	0.156
Si	13.611	2.63	22.647	0.028	0.05	-0.16
Si	1.431	9.257	17.656	-0.054	0.154	-0.018
Si	3.277	15.9	30.529	0.16	0.031	0.179
Si	15.102	3.383	27.313	-0.055	0.026	0.168
Si	1.622	13.474	28.025	-0.032	-0.008	0.045
Si	3.908	4.908	19.601	0.112	-0.047	-0.005
Si	6.595	6.085	16.505	0.113	0.104	-0.388
Si	14.948	0.642	20.494	-0.036	0.093	-0.06
Si	8.644	0.79	30.406	0.091	0.098	0.133
Si	10.371	4.325	27.321	0.044	0.106	0.218
Si	13.09	9.126	28.914	-0.033	-0.141	0.233
Si	2.195	15.658	25.855	0.136	-0.085	0.101
Si	7.773	16.148	27.523	-0.13	0.095	0.166
Si	8.122	12.777	23.408	-0.027	-0.047	-0.06
Si	0.808	6.993	21.734	0.099	-0.02	-0.125
Si	1.927	3.991	17.809	0.012	0.047	-0.173
Si	0.887	4.18	29.602	-0.018	-0.022	0.157
Si	13.805	11.874	28.234	0.083	-0.017	0.11
Si	2.545	14.447	23.07	-0.053	-0.023	-0.076
Si	5.832	15.84	17.06	-0.068	0.01	-0.169
Si	5.781	8.163	25.269	0.019	0.08	0.006
Si	12.015	3.837	17.753	-0.014	-0.036	-0.09
Si	8.334	0.157	18.842	0.01	-0.03	-0.169
Si	12.408	2.559	28.363	0.022	-0.016	0.158
Si	10.579	14.73	30.774	-0.049	-0.046	0.159
Si	7.767	6.282	24.428	-0.073	0.041	-0.027
Si	1.541	1.478	19.632	0.117	-0.072	-0.24
Si	14.072	4.688	33.231	0.049	-0.13	0.248
Si	3.578	7.521	20.936	-0.09	-0.044	-0.142
Si	4.758	11.013	32.085	0.04	-0.122	0.113
Si	7.821	9.799	20.437	-0.093	0.053	-0.247
Si	12.156	15.898	28.468	-0.017	-0.005	0.361
Si	5.163	15.579	26.137	0.044	-0.027	0.022
Si	3.255	5.753	28.165	-0.009	-0.031	0.17
Si	2.938	13.171	32.031	-0.048	-0.018	0.195
Si	4.537	10.36	26.503	0.019	0.011	-0.021
Si	15.552	13.447	30.084	0.032	-0.103	0.085
Si	5.644	10.764	23.81	0.019	0.013	0.046
Si	7.029	10.315	17.738	0.114	0.105	-0.242
Si	7.037	2.582	32.234	0.037	-0.071	0.089
Si	2.479	10.347	20.005	-0.032	-0.017	-0.32
Si	15.308	5.735	25.708	0.025	-0.032	0.068
Si	16.26	11.567	26.273	-0.05	0.084	0.145
Si	5.191	7.195	30.231	-0.043	0.151	0.237
Si	11.191	12.252	26.503	0.108	-0.02	0.122
Si	14.734	12.012	21.912	-0.109	-0.056	-0.102
Si	12.469	11.51	19.914	-0.084	-0.097	-0.277
Si	13.544	8.959	19.417	-0.007	0.085	-0.12
Si	14.585	16.233	30.512	-0.031	0.109	0.125
Si	0.901	1.3	29.552	-0.089	0.005	0.259
Si	10.524	6.818	25.291	0.098	-0.101	0.101
Si	10.054	5.706	32.104	0.017	0.021	0.033
Si	7.06	5.401	31.806	-0.072	-0.044	0.347
Si	8.365	13.174	26.545	-0.03	-0.034	-0.064
Si	9.179	9.445	32.008	0.064	-0.038	0.144
Si	12.775	15.575	32.69	0.04	0.019	0.255
Si	9.726	11.802	21.121	-0.072	-0.024	-0.138
Si	5.106	2.751	23.627	0.068	0.09	-0.061
Si	2.932	11.304	22.762	0.068	-0.079	-0.102
Si	1.044	1.899	26.43	0.044	0.076	0.163
Si	9.359	1.892	25.883	0.024	0.025	-0.037
Si	16.303	4.371	23.169	0.027	-0.063	-0.073
Si	14.879	13.496	24.323	-0.076	-0.09	-0.039
Si	6.27	11.846	28.284	0.072	-0.023	0.178
Si	9.378	3.142	19.292	-0.024	0.115	-0.159
Si	8.025	3.396	23.82	0.126	-0.03	-0.241
Si	3.404	4.027	25.83	-0.016	0.052	0.029
Si	0.317	6.59	18.682	-0.036	0.003	-0.167
Si	7.188	14.855	21.193	0.034	-0.15	-0.241
Si	6.593	7.268	21.694	-0.101	0.052	-0.335
Si	0.471	8.394	30.573	-0.078	0.01	0.199
Si	10.412	3.473	30.107	-0.106	0.052	0.182
Si	15.248	5.964	30.854	-0.056	0.022	0.176
Si	3.131	8.469	31.918	0.06	-0.005	0.193
Si	15.392	7.286	28.263	-0.023	-0.04	0.209
Si	1.87	9.6	25.245	0.087	0.005	-0.003
O	11.117	6.707	31.42	0.332	-0.117	-0.392
O	2.766	6.867	27.097	-0.261	0.598	0.041
O	3.03	2.148	33.49	-0.141	-0.252	-0.266
O	2.2	2.968	26.066	0.043	0.061	-0.205
O	16.328	8.198	22.449	0.251	0.086	0.588
O	4.387	7.511	31.605	0.298	-0.432	0.292
O	1.986	7.99	30.909	-0.026	-0.3	-0.442
O	6.231	5.439	33.215	-0.154	-0.05	-0.084
O	13.528	14.556	33.686	0.017	-0.186	-0.24
O	4.427	7.338	24.965	-0.011	-0.411	-0.177
O	5.777	13.143	29.139	0.283	0.211	0.701
O	10.238	5.811	33.701	-0.58	0.054	-0.032
O	4.897	14.248	27.018	0.107	-0.404	-0.411
O	6.795	14.988	34.47	0.085	-0.218	-0.38
O	7.89	2.943	33.56	0.081	0.483	-0.166
O	1.134	12.229	27.126	0.199	-0.193	0.086
O	5.503	9.058	26.581	0.361	-0.242	0.45
O	7.159	12.203	26.99	-0.211	-0.286	-0.439
O	8.895	11.028	32.173	-0.341	0.091	-0.022
O	10.856	1.638	25.327	0.4	-0.069	0.365
O	10.309	4.213	31.536	-0.034	-0.386	0.082
O	3.469	11.314	19.137	0.375	0.584	0.492
O	6.786	9.594	34.49	0.086	0.123	-0.508
O	9.66	1.31	34.489	0.033	-0.09	-0.507
O	1.374	2.736	30.15	0.235	-0.089	0.197
O	11.963	14.731	31.599	0.355	-0.599	-0.232
O	14.245	3.07	33.376	-0.011	-0.288	-0.708
O	2.994	9.917	26.378	-0.317	0.1	0.424
O	12.67	4.925	34.013	0.06	0.081	0.219
O	6.326	6.157	30.621	0.088	-0.222	-0.365
O	11.47	13.38	25.377	-0.195	-0.171	-0.541
O	8.265	2.063	24.702	-0.494	-0.635	0.111
O	4.939	11.241	25.197	-0.193	0.426	0.012
O	4.334	12.486	31.586	0.413	0.516	-0.168
O	10.756	12.065	33.591	0.277	0.416	-0.044
O	0.926	9.845	16.221	-0.323	0.58	-0.018
O	0.691	7.11	20.139	0.014	0.424	-0.023
O	9.319	3.27	26.712	-0.46	0.065	0.116
O	8.181	15.798	20.306	0.165	0.242	0.163
O	14.023	12.628	23.24	-0.479	-0.153	0.192
O	15.3	14.831	30.845	0.321	-0.199	0.217
O	3.798	15.382	22.735	0.028	0.295	-0.575
O	6.521	4.544	16.025	-0.158	-0.335	0.374
O	10.499	11.235	15.339	-0.089	-0.083	0.281
O	10.2	2.915	20.653	0.336	-0.297	-0.066
O	4.376	15.541	17.715	-0.004	-0.316	0.49
O	5.441	10.108	17.814	-0.143	-0.241	0.366
O	6.878	0.146	18.108	0.015	0.558	0.221
O	3.787	11.848	16.549	-0.239	0.229	0.283
O	0.059	1.266	20.185	0.158	0.353	0.31
O	6.96	6.586	23.085	-0.029	-0.317	0.003
O	4.999	7.482	21.685	0.149	0.128	0.261
O	0.589	13.6	29.251	0.349	0.347	0.02
O	7.992	6.759	15.906	-0.077	0.346	0.437
O	6.867	11.133	20.559	-0.311	0.053	0.289
O	0.091	5.623	22.164	-0.365	-0.143	-0.039
O	8.786	1.699	18.9	-0.356	0.087	-0.253
O	13.344	13.682	15.375	0.149	0.203	0.577
O	5.154	6.759	16.088	0.006	0.05	0.454
O	7.178	6.265	20.591	0.383	0.157	0.146
O	3.722	6.514	19.666	0.16	0.368	-0.368
O	10.463	5.466	15.373	0.077	-0.136	0.543
O	3.256	8.972	20.344	0.12	-0.054	0.121
O	16.326	4.977	24.688	0.432	-0.033	0.336
O	16.252	0.034	15.505	-0.08	-0.095	0.133
O	11.159	15.057	15.992	-0.504	-0.343	0.393
O	1.981	15.152	16.551	-0.139	-0.604	0.244
O	1.269	3.448	22.762	-0.002	-0.259	0.284
O	4.493	10.844	22.664	0.245	-0.136	-0.552
O	12.091	3.559	16.16	0.09	-0.295	0.173
O	11.239	12.13	20.72	0.003	0.579	0.232
O	9.915	13.309	31.247	-0.001	-0.181	-0.44
O	10.411	8.246	26.033	-0.726	0.198	0.101
O	8.225	9.008	30.775	0.189	-0.341	-0.326
O	11.876	6.806	24.391	0.11	-0.448	-0.599
O	8.124	2.66	15.257	-0.009	-0.126	0.263
O	9.416	3.583	22.962	0.119	0.252	0.249
O	12.666	5.285	17.992	-0.081	0.06	0.537
O	7.814	14.046	22.448	0.323	0.01	0.386
O	13.698	8.417	23.068	-0.446	0.161	-0.084
O	13.934	14.192	25.403	0.436	0.278	0.646
O	2.836	4.384	20.707	-0.467	0.287	0.158
O	15.89	2.494	26.209	-0.096	-0.35	-0.664
O	10.044	1.115	16.116	0.005	0.108	0.113
O	2.204	10.457	23.921	-0.081	0.064	0.16
O	8.426	13.205	15.29	-0.042	-0.142	0.636
O	12.898	8.019	32.958	0.36	-0.425	-0.293
O	14.27	1.371	16.58	0.118	0.107	0.182
O	14.075	6.908	16.321	-0.277	0.251	0.063
O	2.11	11.033	21.394	-0.337	0.436	0.299
O	5.546	0.451	15.746	0.284	-0.142	-0.099
O	3.05	9.383	17.49	0.426	-0.665	0.045
O	13.63	10.614	29.236	-0.076	0.28	0.652
O	5.477	2.486	32.633	-0.249	0.242	0.147
O	11.707	1.106	28.227	-0.272	0.033	-0.424
O	12.603	11.829	18.318	-0.481	0.479	-0.167
O	5.859	8.559	29.679	-0.011	0.262	-0.485
O	5.457	4.468	19.809	-0.007	-0.427	0.357
O	4.883	11.161	33.682	-0.454	0.142	-0.01
O	1.688	14.84	27.158	-0.075	0.292	0.097
O	8.857	12.736	20.108	0.241	0.751	-0.169
O	14.527	8.495	20.593	0.436	-0.274	0.03
O	7.278	11.904	18.125	0.186	0.494	-0.44
O	14.877	3.605	22.951	-0.049	-0.033	0.278
O	2.124	14.659	24.609	-0.221	-0.534	0.289
O	6.718	6.053	18.097	0.018	0.157	0.432
O	15.236	15.504	21.099	-0.333	-0.421	-0.244
O	14.89	11.442	27.117	-0.088	-0.239	-0.2
O	3.935	3.188	22.628	0.023	0.174	0.044
O	4.291	6.499	29.122	-0.049	-0.104	-0.225
O	4.282	6.789	34.427	-0.146	0.1	-0.257
O	11.136	10.775	25.863	-0.138	0.153	-0.667
O	3.695	16.279	26.061	-0.047	0.485	-0.069
O	3.197	1.2	16.481	-0.167	0.372	0.12
O	8.117	4.152	19.385	-0.085	0.089	0.25
O	2.429	1.847	20.933	0.375	-0.34	0.307
O	2.786	8.081	15.251	0.123	-0.072	0.034
O	14.087	1.6	21.477	-0.057	0.112	0.103
O	7.523	9.808	16.272	0.378	-0.317	0.251
O	1.161	10.037	19.066	-0.348	0.169	0.258
O	5.517	10.798	15.056	0.169	0.07	0.164
O	8.92	0.648	26.773	0.437	-0.104	0.057
O	12.504	9.971	16.413	0.025	-0.573	0.392
O	3.476	4.322	18.153	0.569	0.059	-0.313
O	1.733	3.762	16.235	0.204	-0.504	0.065
O	15.969	6.639	26.898	0.772	0.019	-0.12
O	16.157	5.436	15.446	0.079	0.054	0.245
O	9.524	2.115	30.084	0.068	0.097	-0.05
O	10.439	5.668	26.438	0.152	0.185	0.226
O	1.394	14.891	22.012	0.127	0.235	-0.259
O	9.331	10.253	20.817	0.615	-0.427	0.018
O	15.722	0.974	30.08	-0.075	0.296	0.057
O	7.005	7.149	25.563	0.049	-0.085	0.71
O	11.987	0.439	17.722	0.069	-0.251	0.481
O	2.561	8.385	33.427	-0.581	0.387	-0.141
O	2.411	7.096	22.005	0.063	-0.206	0.699
O	7.529	1.235	31.503	-0.191	-0.426	0.081
O	1.883	0.115	29.971	-0.331	-0.424	-0.332
O	6.526	13.782	20.116	-0.285	0.066	-0.281
O	10.475	3.728	18.242	-0.35	0.34	-0.072
O	0.165	4.932	30.838	0.359	-0.155	0.147
O	15.076	6.258	18.607	-0.058	-0.206	0.517
O	14.167	0.479	19.093	0.099	-0.394	-0.013
O	14.044	5.297	31.726	-0.455	-0.12	-0.432
O	14.165	8.3	28.034	-0.04	0.163	-0.552
O	8.452	13.292	33.428	-0.325	-0.126	-0.447
O	0.312	9.955	30.917	0.067	0.042	-0.457
O	12.966	2.729	18.448	0.169	0.106	0.634
O	14.335	13.141	29.069	-0.296	0.374	-0.116
O	6.565	14.53	16.465	-0.195	-0.18	0.322
O	3.57	9.997	31.671	-0.299	0.291	-0.195
O	2.077	5.122	29.071	-0.076	-0.026	0.138
O	9.973	4.497	28.901	-0.616	0.617	-0.036
O	1.889	7.995	24.944	-0.53	-0.173	-0.247
O	13.774	0.256	31.891	0.192	0.501	-0.116
O	14.567	11.698	16.437	0.316	-0.063	0.49
O	0.806	7.768	17.683	-0.086	-0.259	-0.41
O	6.892	11.718	23.45	-0.071	0.065	-0.289
O	15.761	7.426	31.386	-0.308	0.102	0.555
O	13.163	1.75	23.95	0.523	0.004	0.43
O	14.335	9.866	18.306	0.678	-0.134	-0.149
O	6.139	10.468	31.494	0.116	0.02	0.438
O	1.436	2.684	18.578	-0.26	-0.039	-0.129
O	3.095	13.216	28.646	-0.112	-0.614	0.168
O	12.21	3.435	22.261	0.1	0.441	0.006
O	11.822	3.611	27.289	0.37	0.113	-0.574
O	10.849	1.317	22.762	-0.232	-0.536	-0.257
O	0.287	10.905	33.319	0.063	-0.523	-0.094
O	14.803	6.172	29.306	-0.459	-0.248	-0.194
O	1.237	0.582	25.528	-0.275	0.057	-0.661
O	12.915	7.713	18.623	-0.47	0.18	0.13
O	14.406	6.725	24.849	0.038	-0.08	-0.334
O	7.793	4.706	24.742	0.059	-0.174	0.407
O	14.441	4.611	26.497	-0.442	-0.105	-0.213
O	11.799	9.276	27.957	-0.289	-0.011	-0.038
O	15.152	10.492	22.226	0.225	-0.057	0.048
O	1.767	12.175	31.561	0.194	-0.152	-0.302
O	11.974	15.768	24.403	0.022	-0.332	-0.446
O	6.292	0.133	26.911	-0.126	0.573	-0.112
O	5.651	15.187	24.624	0.257	-0.363	0.018
O	7.887	0.204	29.096	-0.194	-0.295	-0.186
O	2.866	14.641	31.428	-0.054	-0.023	0.028
O	13.791	12.071	20.621	0.076	0.47	-0.011
O	8.809	8.557	33.321	0.256	-0.289	-0.149
O	7.148	10.811	29.146	0.429	-0.002	0.007
O	3.919	4.556	27.283	0.457	-0.318	0.07
O	2.182	0.235	18.805	0.103	-0.179	0.365
O	12.317	15.286	27.007	0.192	0.128	-0.2
O	9.415	12.096	22.685	0.496	-0.264	0.555
O	10.763	9.243	31.748	0.19	0.517	0.027
O	15.989	12.984	21.576	0.452	-0.063	-0.167
O	6.103	9.212	24.05	0.464	-0.311	-0.534
O	1.059	5.238	18.298	-0.16	0.036	0.007
O	7.75	9.384	18.86	0.216	-0.737	0.053
O	4.833	0.215	33.723	-0.109	-0.273	-0.335
O	12.127	9.917	34.399	0.075	0.135	-0.332
O	15.632	14.683	23.537	0.198	0.648	0.274
O	14.931	12.486	34.434	-0.025	0.027	-0.315
O	11.973	3.079	29.844	0.642	-0.205	0.522
O	16.188	3.926	28.38	-0.232	-0.068	-0.2
O	12.794	8.39	30.321	0.275	-0.007	-0.179
O	4.678	3.375	25.066	0.349	0.24	0.361
O	11.045	14.972	29.231	-0.008	-0.266	-0.257
O	6.149	15.835	21.939	-0.326	0.224	-0.172
O	2.899	12.889	22.978	0.053	0.095	0.141
O	8.511	6.09	31.888	-0.028	0.569	-0.307
O	12.383	9.889	20.05	-0.456	-0.396	0.239
O	1.177	15.268	34.493	0.109	0.034	-0.589
O	15.426	1.022	34.461	-0.233	-0.093	-0.276
O	15.581	12.286	31.206	-0.569	-0.032	0.097
O	12.915	8.88	25.538	0.476	0.208	-0.028
O	9.546	15.945	31.084	-0.264	0.02	0.255
O	8.091	14.597	27.245	-0.07	0.043	0.195
O	9.3	6.724	24.264	0.063	0.105	-0.326
O	1.348	4.016	34.332	0.111	-0.115	-0.561
O	0.253	8.105	28.996	0.437	-0.046	-0.559
O	0.428	10.1	25.794	-0.373	-0.228	-0.241
O	13.538	16.011	29.301	0.035	-0.224	-0.145
O	12.382	12.279	27.597	-0.084	0.074	0.14
O	6.58	3.209	23.082	-0.117	0.277	-0.566
O	7.328	8.678	21.449	-0.028	0.082	0.272
O	5.112	1.155	23.703	-0.114	0.03	0.045
O	15.963	12.524	25.009	0.503	-0.122	-0.391
O	9.504	15.722	17.992	0.113	-0.419	0.35
O	4.858	11.186	27.834	-0.567	0.016	0.393
O	11.649	0.03	33.526	-0.002	-0.005	-0.534
O	8.435	13.247	24.924	0.029	0.432	-0.146
O	7.216	3.873	31.295	0.179	-0.057	-0.631
O	2.868	13.361	33.63	0.47	-0.343	-0.191
O	13.995	2.519	28.11	0.28	-0.198	0.202
O	1.068	1.399	27.96	0.171	-0.227	-0.206
O	15.393	5.444	33.855	0.019	0.513	-0.12
O	4.321	15.399	29.389	0.558	0.255	-0.069
O	9.751	12.593	27.144	0.125	-0.148	0.68
O	2.819	5.328	25.012	-0.361	0	-0.677
O	3.935	0.77	31.372	-0.097	0.161	-0.568

Results
total energy: -137259.098 eV
total energy less fixed offsets of O -438.35, Si -107.03 eV per atom: 12.982 eV
